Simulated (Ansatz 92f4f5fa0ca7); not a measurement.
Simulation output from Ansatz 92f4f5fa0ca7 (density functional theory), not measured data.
Periodic cell of 259 atoms, Si144O115, from a study of silicon, its oxide and their interface. The atomic structure is a simulated model.
This geometry differs little from another in the collection (a relaxation step or a small displacement).

Settings
functional: r2SCAN
potential files: Ansatz PAW
basis: plane waves
wave-function cutoff: 800 eV
density cutoff ratio: 5
exchange-correlation grid ratio: 1
k mesh: 1 x 1 x 1, shifted by 0.5 0.5 0 of a step
self-consistency stop: 1e-10 eV per atom in the density residual
occupations: fixed
spin: none
net charge: 0

Cell vectors (angstrom)
a	10.88	0	0
b	0	10.88	0
c	-1.4169	-0.3912	36.8586

Atoms: element, x, y, z (angstrom)
Si	7.7706	14.0634	-9.972
Si	6.8854	16.0166	-4.7787
Si	-1.99	7.3602	-4.7396
Si	-0.8364	11.1878	18.4384
Si	-2.5331	10.7975	-1.9858
Si	4.2037	9.8969	-5.174
Si	7.0243	14.9024	-2.0458
Si	-0.805	15.2213	-8.0767
Si	3.047	11.165	0.0163
Si	5.2899	13.3495	0.0851
Si	2.6408	5.314	0.1016
Si	5.9158	8.5452	0.2002
Si	-3.2548	10.2658	0.1518
Si	10.9946	14.3856	-0.3839
Si	8.237	16.6436	0.2379
Si	-0.312	7.819	0.1297
Si	1.3951	12.1803	1.3002
Si	4.0977	14.917	1.3987
Si	1.3766	6.7997	1.405
Si	4.1421	9.5513	1.339
Si	6.8125	12.1262	1.3691
Si	9.5309	15.0595	1.3422
Si	6.7813	17.7842	1.5925
Si	-1.4294	9.4525	1.4007
Si	-0.0096	10.8667	2.6642
Si	2.6718	13.5998	2.734
Si	0.0138	5.4544	2.7877
Si	2.7492	8.1896	2.6888
Si	5.4274	10.8873	2.805
Si	8.2255	13.5518	2.6262
Si	5.4069	16.308	2.7638
Si	8.1905	8.1815	2.9231
Si	1.3672	9.5272	4.0363
Si	4.0433	12.2489	4.0942
Si	1.3548	4.0803	4.1313
Si	4.0606	6.812	4.1041
Si	6.7877	9.5522	4.1938
Si	-1.3382	12.2318	4.0647
Si	6.8381	14.9186	4.0105
Si	-1.3274	17.6632	4.1715
Si	2.7058	10.8738	5.4232
Si	5.4557	13.6022	5.3986
Si	2.7112	5.4574	5.48
Si	5.4263	8.1495	5.4951
Si	-2.7011	10.9166	5.4902
Si	-0.004	13.5849	5.4676
Si	-2.7306	16.2772	5.4253
Si	0.0419	8.1755	5.4401
Si	1.3721	12.2122	6.8024
Si	4.1154	14.9531	6.7776
Si	1.355	6.8325	6.8333
Si	4.049	9.5386	6.8105
Si	6.7895	12.2805	6.8137
Si	-1.3782	14.9655	6.805
Si	6.8074	6.752	6.8006
Si	-1.3228	9.5079	6.7952
Si	0.0408	10.8374	8.1645
Si	2.7521	13.5847	8.1251
Si	-0.0391	5.4763	8.1585
Si	2.6981	8.2002	8.1894
Si	5.4233	10.9019	8.1489
Si	8.1393	13.6437	8.1745
Si	5.4467	16.2903	8.174
Si	8.2069	8.1063	8.1209
Si	1.3536	9.5106	9.6272
Si	4.0771	12.2509	9.5601
Si	1.365	14.9734	9.4044
Si	4.0636	6.8022	9.4563
Si	6.8195	9.4779	9.3826
Si	-1.3432	12.233	9.4043
Si	6.8053	14.9847	9.5992
Si	-1.3636	6.8053	9.6107
Si	2.7267	10.9004	10.9639
Si	5.4319	13.6149	10.94
Si	2.6512	16.3591	10.773
Si	5.4845	8.1314	10.7433
Si	-2.7006	10.8472	10.6797
Si	0.0231	13.5924	10.7137
Si	8.1441	16.347	11.0141
Si	-0.0169	8.1565	11.0337
Si	1.3281	12.3481	12.2319
Si	3.2146	7.7195	13.38
Si	1.3452	6.7091	12.3572
Si	4.1784	9.4593	12.1466
Si	-4.0128	12.1342	12.1013
Si	7.4819	12.1812	17.0614
Si	6.7545	6.9062	12.3279
Si	-1.4304	9.6329	12.2367
Si	4.0273	15.0855	12.1613
Si	-2.2932	13.0518	13.3721
Si	5.5629	9.386	-10.4109
Si	4.4014	15.3137	18.1193
Si	3.4904	10.7451	21.3649
Si	-1.3152	14.8431	12.169
Si	7.0784	7.6464	18.024
Si	-0.4528	11.4205	13.4626
Si	6.8616	14.005	19.4448
Si	7.3454	13.6596	15.294
Si	0.4183	4.7976	13.5202
Si	-1.8752	13.7994	-2.6087
Si	0.4017	9.8725	16.0156
Si	4.1925	5.7857	23.2158
Si	4.2448	13.4047	15.7762
Si	5.3146	10.6412	15.6103
Si	-2.4317	8.7316	-11.5509
Si	1.8308	10.6696	-9.9616
Si	4.8753	16.8751	13.4535
Si	0.2012	6.7823	20.5412
Si	4.1512	7.2311	-1.9003
Si	7.2311	9.9091	-4.5481
Si	3.9541	6.8632	-9.5659
Si	2.0367	8.0054	-11.701
Si	-2.1796	8.173	15.5685
Si	3.0932	11.6796	-7.5657
Si	-1.904	16.187	18.8941
Si	2.9553	8.6375	23.7324
Si	3.2055	8.4048	15.6086
Si	6.1266	12.2815	21.998
Si	-2.2759	6.0657	-12.9911
Si	-1.8523	13.9045	-12.5307
Si	-0.317	7.2257	-7.3871
Si	-1.141	9.4442	20.6736
Si	-3.2062	8.7508	13.5113
Si	3.2241	6.0238	20.3383
Si	2.7244	13.482	-10.9742
Si	2.3095	14.1448	13.4271
Si	0.5641	11.8326	20.9519
Si	2.5293	9.7109	-2.6156
Si	-0.9297	5.9782	23.2124
Si	-1.5715	16.0322	15.8641
Si	-0.8003	9.8325	-9.0835
Si	5.1891	15.3594	-11.0291
Si	-0.3913	13.7029	23.3097
Si	-0.1809	8.7914	-2.7523
Si	5.9495	10.4054	13.3874
Si	4.4297	6.8188	-5.0091
Si	5.1655	8.5512	20.2112
Si	-2.6194	11.3158	-6.9209
Si	4.7119	6.1274	16.5819
Si	1.3801	14.2085	-8.2543
Si	2.4198	6.0285	-6.9731
Si	-2.084	14.0922	-5.7253
Si	5.87	11.9315	-8.5392
Si	7.1894	9.3759	22.3009
O	-2.0064	12.7815	-6.6705
O	-1.4917	6.7782	-0.3287
O	4.1656	12.2786	-0.4193
O	3.617	10.1898	-3.7004
O	1.4779	15.2565	-0.5737
O	-1.9956	12.3111	-1.9959
O	-0.5827	14.4353	-1.8527
O	7.2952	14.7372	-5.7049
O	2.8691	7.0009	-10.7577
O	0.5181	12.8805	0.0776
O	-1.2402	15.9994	17.4318
O	2.9703	13.8844	14.9154
O	-1.3647	9.2774	-10.489
O	5.4933	7.8758	-1.2554
O	4.559	9.2536	15.9597
O	-2.2712	9.5112	-12.9683
O	-1.3227	9.8821	-2.5246
O	-0.2105	15.6681	15.0597
O	0.3026	8.2605	-1.3094
O	0.1524	11.0845	14.9655
O	5.6951	13.812	15.1031
O	4.0516	13.9654	17.2835
O	-2.5097	10.5264	-5.5237
O	4.3343	7.1728	20.0437
O	5.7322	15.0651	19.0117
O	-1.8351	11.9003	17.3892
O	7.3933	16.1387	-1.0638
O	4.5721	11.8576	21.8443
O	4.932	8.1475	-9.5964
O	7.9252	6.5471	18.8705
O	5.0104	5.6284	15.0575
O	-2.6175	14.8176	19.3931
O	7.6369	8.3497	-4.4411
O	-2.2891	8.9011	21.6534
O	-0.653	8.7206	15.6146
O	-1.4654	7.4722	-6.27
O	4.4226	12.4812	-8.069
O	8.0703	8.4739	17.0412
O	-2.0655	6.5826	15.3375
O	1.8923	9.2733	15.9397
O	1.9001	14.2275	-9.8008
O	-1.8371	13.059	23.711
O	-0.3037	8.2239	20.0382
O	8.0023	15.1036	15.6522
O	5.7812	10.169	-5.1657
O	2.8622	8.488	-13.009
O	7.0228	8.9935	-10.8987
O	6.2835	15.4649	-3.3814
O	5.0386	16.0959	-12.4744
O	-2.5867	5.8867	-4.4651
O	5.9677	13.9452	-1.2744
O	6.2664	8.6249	19.0217
O	0.7673	7.1563	-12.2475
O	-1.7441	10.2328	19.3874
O	6.7579	15.0443	-10.7822
O	-1.0828	15.123	-6.4662
O	-1.8561	15.512	-12.4002
O	-1.8922	10.5706	-8.1525
O	0.1572	13.0549	21.9265
O	-0.1664	10.4712	21.4668
O	-0.0272	6.7026	22.1166
O	-0.1853	8.5705	-8.2784
O	3.9228	7.3544	23.5263
O	6.6962	11.4307	-7.2645
O	6.3801	12.9975	23.4161
O	5.9621	8.5574	21.6269
O	4.1014	8.3167	-5.5518
O	4.7038	9.7517	-11.7267
O	4.4623	6.7933	-3.4082
O	3.106	9.7136	22.5501
O	2.1638	11.55	20.9022
O	0.2191	10.3723	17.5325
O	5.8359	6.1419	-5.494
O	2.5221	11.8834	-10.7827
O	2.7213	10.4925	-8.6207
O	2.9995	8.343	-1.9124
O	6.0433	6.9062	17.0468
O	2.1193	13.8151	-12.418
O	1.0947	6.9032	-6.672
O	1.7654	6.6778	20.2256
O	1.7087	9.3263	-10.8418
O	1.8854	12.7916	-7.5529
O	6.8168	12.7643	18.4139
O	-1.6056	13.759	-4.2178
O	-0.5296	15.3002	23.2027
O	-2.1374	14.7975	-8.9168
O	-2.3268	7.137	-11.7886
O	3.2773	15.7402	19.2095
O	7.0362	10.9458	21.9334
O	-0.6339	5.951	-8.3537
O	-2.5062	6.1126	22.8516
O	5.6152	10.6981	-9.5202
O	5.7907	5.5868	23.072
O	4.2672	14.0132	-10.9841
O	6.5871	13.3657	20.8917
O	2.3539	10.7624	-1.4093
O	6.5997	10.8802	16.5981
O	-2.1274	13.325	-11.0442
O	3.5889	5.977	-1.0567
O	6.7874	13.0341	-9.2448
O	-0.6638	5.605	19.8663
O	4.7475	5.4895	-9.851
O	4.1669	9.8406	20.1804
O	0.3127	10.9542	-9.4636
O	7.1796	10.628	-3.104
O	3.2506	5.8996	-5.6024
O	3.2716	6.7874	-8.1205
O	2.1149	15.4031	-7.4458
O	4.2029	11.7963	15.8579
O	0.0107	12.1508	19.443
O	-0.7607	7.6439	-3.7292
O	1.1335	9.474	-3.403
O	3.4254	10.8961	-6.1887
O	3.3792	7.0882	16.5623
O	3.4846	16.28	21.8098

Results
free energy: -157703.776 eV
free energy less fixed offsets of O -570.45, Si -639.56 eV per atom: -5.386 eV

Forces (eV/angstrom), in the order of the atoms: element, x, y, z
Si	-0.004	-0.0019	-0.123
Si	0.0102	0.003	-0.0845
Si	0.0028	-0.0031	-0.0962
Si	-0.003	-0.0058	-0.1144
Si	0.0006	0.0039	-0.076
Si	-0.0073	0.0197	-0.1032
Si	0.0001	0.0079	-0.0714
Si	-0.0119	-0.0067	-0.0791
Si	-0.0091	-0.0053	-0.0425
Si	0.0071	0.0065	-0.0387
Si	0.0049	0.0053	-0.0331
Si	-0.0078	-0.0092	-0.0258
Si	0.002	0.0028	-0.0028
Si	-0.0089	0.0026	-0.0488
Si	-0.0078	-0.0052	-0.0345
Si	0.0074	0.0037	-0.0399
Si	-0.0064	0.0063	-0.0121
Si	0.0006	-0.0015	0.0005
Si	-0.0012	0.0003	0.0011
Si	0.0019	0.0001	0.0026
Si	0.002	-0.0023	0.0022
Si	0.0023	0.0001	0.003
Si	0.0005	0.0017	-0.0004
Si	-0.0043	0.0002	0.0016
Si	-0.0008	-0.0005	-0.0015
Si	0.0006	0.0028	0.0002
Si	-0.0006	-0.0006	-0.0008
Si	0.0002	0.0002	-0.0006
Si	-0.0005	-0.0006	0.0004
Si	0.0003	0.0005	-0.0018
Si	-0.0002	0.0002	-0.0016
Si	0.0012	-0.0009	-0.0009
Si	0.0007	0.0004	0.0012
Si	0.0006	-0.0011	-0.0004
Si	0	0.0006	0.0011
Si	-0.0006	0.0004	0.0002
Si	0	0.001	-0.0005
Si	0.0006	-0.0001	0.0003
Si	0.0005	-0.0002	-0.0002
Si	0.0001	-0.0006	0.0001
Si	-0.0005	0.0003	-0.0002
Si	-0.0003	0.0003	0.0006
Si	-0.0001	0.0004	0.0005
Si	-0.0004	-0.0005	0.0005
Si	-0.0002	0.0009	0.0006
Si	0	-0.0003	0.0008
Si	0.0004	-0.0005	-0.0002
Si	0.0012	-0.0004	-0.0002
Si	0.0003	-0.0005	0.0005
Si	0.0001	-0.0003	0.0002
Si	-0.0006	0.0006	0.0004
Si	-0.001	-0.0001	0.0004
Si	0.0002	0.0011	0.0006
Si	0	0.0007	0.0006
Si	-0.0003	-0.0005	0.0002
Si	0.0007	0.0006	0.0003
Si	0.0003	-0.0006	0.0002
Si	0.0002	-0.0007	-0.0004
Si	-0.0008	-0.0002	0.0002
Si	-0.0002	0.0009	0.0004
Si	-0.0003	0.0004	0.0018
Si	-0.0001	-0.0004	0.0005
Si	0.0004	0.0001	0.0008
Si	0.0007	-0.0011	0.0004
Si	-0.0004	0.0007	0.001
Si	0.0004	0.0003	0.0008
Si	-0.0003	-0.0001	-0.0003
Si	-0.0007	0.0006	0.0002
Si	0.0002	0.0001	-0.0012
Si	-0.0001	0.0009	-0.0006
Si	0.0007	-0.0003	0.0004
Si	0.0004	0.0002	0.0003
Si	-0.0006	0.0009	0.0003
Si	-0.001	-0.0008	0.0003
Si	-0.0006	0.0003	0.0005
Si	0.0014	0.0014	0.0021
Si	-0.0007	0.0005	0.0002
Si	0	-0.002	0.0013
Si	0.0014	0.0001	-0.0003
Si	-0.0006	-0.0008	-0.0001
Si	0.0021	-0.0032	0.0008
Si	0.0008	-0.0022	-0.0005
Si	-0.0037	-0.0007	0.0011
Si	-0.0017	0.0024	0.0002
Si	-0.0031	0.0015	-0.0017
Si	-0.0186	-0.0001	-0.0726
Si	-0.0016	-0.0037	0.0012
Si	0.0041	0.0006	-0.0001
Si	-0.0004	0.0004	0.001
Si	0.0027	-0.006	0.0044
Si	0.0081	-0.0156	-0.1083
Si	0.0052	-0.0106	-0.0814
Si	0.0054	0.0092	-0.0902
Si	-0.001	0.004	0.0008
Si	0.0118	-0.0033	-0.0982
Si	-0.0075	0.0043	-0.0212
Si	-0.0037	0.0028	-0.1118
Si	-0.0011	-0.0068	-0.0322
Si	0.0106	0.0023	-0.0215
Si	-0.0051	0.0009	-0.0802
Si	0.0061	-0.005	-0.0844
Si	-0.0069	0.0093	-0.1169
Si	-0.0076	-0.0104	-0.0713
Si	-0.0045	-0.0065	-0.0522
Si	-0.0088	-0.0119	-0.1226
Si	0.0034	-0.0138	-0.0956
Si	-0.0038	0.0046	-0.0292
Si	-0.0058	-0.0105	-0.1032
Si	-0.0054	0.0024	-0.0892
Si	0.0027	0.0012	-0.0992
Si	0.0138	0.0028	-0.1165
Si	-0.0131	-0.0123	-0.112
Si	0.0035	0.0045	-0.0648
Si	-0.0058	0.0087	-0.1054
Si	-0.0117	-0.0006	-0.0987
Si	0.0142	0.008	-0.1132
Si	0.004	0.0033	-0.0523
Si	-0.0006	0.0084	-0.1105
Si	0.0008	0.0012	-0.0846
Si	-0.0027	-0.0007	-0.1134
Si	0.022	0.0078	-0.0976
Si	0.0017	0.0123	-0.0935
Si	-0.0019	0.0031	0
Si	0.0023	-0.0117	-0.1145
Si	0.0078	0.0052	-0.121
Si	-0.0093	0.0037	-0.0226
Si	-0.0133	-0.0171	-0.1018
Si	0.0155	0.0006	-0.0866
Si	0.0121	0.0059	-0.1026
Si	0.0034	-0.0039	-0.0856
Si	0.0043	-0.002	-0.1182
Si	-0.001	0.0112	-0.0987
Si	-0.0057	-0.0063	-0.1136
Si	-0.0092	-0.0118	-0.0848
Si	0.0026	0.0025	0.0029
Si	-0.0262	-0.01	-0.1085
Si	0.0143	-0.0135	-0.1022
Si	-0.0083	-0.0051	-0.1112
Si	-0.0181	-0.0038	-0.0664
Si	0.0111	-0.0073	-0.076
Si	-0.0008	-0.0017	-0.1064
Si	0.0171	0.0033	-0.1193
Si	-0.0035	-0.0019	-0.1016
Si	0.0021	0.0007	-0.1125
O	0.0005	0.0178	0.0485
O	-0.0021	-0.0013	0.0208
O	0.0019	0.0013	0.0172
O	-0.0258	-0.0031	0.0668
O	0.0049	0.0054	0.0174
O	-0.0042	-0.0183	0.0294
O	0.0211	0.0067	0.0487
O	-0.0108	0.0135	0.0437
O	0.0224	-0.0128	0.0625
O	0.0085	-0.0104	0.0197
O	-0.0058	0.0024	0.0748
O	0.0201	-0.0048	0.0404
O	0.023	0.019	0.0763
O	0.0188	0.0135	0.0429
O	0.0003	-0.0001	0.0265
O	-0.0016	-0.0185	0.0896
O	-0.0066	0.0064	0.0363
O	-0.0204	0.004	0.0397
O	-0.0016	-0.0102	0.0572
O	0.0076	-0.0169	0.0463
O	-0.0141	-0.0028	0.025
O	0.0025	0.0174	0.0493
O	-0.0118	-0.0187	0.0664
O	-0.0039	0.0031	0.0401
O	0.0184	-0.0109	0.0435
O	0.0184	-0.0105	0.0423
O	0.01	0.0187	0.0457
O	0.0037	0.0027	0.0307
O	-0.0077	-0.0126	0.0395
O	0.0105	-0.0085	0.036
O	-0.0028	-0.0016	0.0649
O	0.0016	-0.0018	0.0333
O	-0.0012	0.0009	0.0303
O	-0.0235	-0.0025	0.0449
O	0.0046	0.0008	0.0277
O	-0.0302	0.0011	0.0742
O	-0.0092	-0.0053	0.036
O	-0.0184	-0.0081	0.0599
O	0.004	-0.0071	0.0329
O	-0.0179	0.0092	0.0266
O	-0.0289	0.0111	0.0777
O	-0.0116	0.001	0.038
O	0.0013	-0.0034	0.0358
O	0.0103	0.0143	0.0297
O	0.0121	-0.0051	0.0368
O	-0.0138	-0.0062	0.0507
O	-0.0185	0.0099	0.0391
O	0.0045	-0.019	0.0633
O	-0.0061	-0.0299	0.0739
O	-0.005	-0.0035	0.0317
O	-0.0209	-0.0161	0.0445
O	-0.0271	0.0139	0.0625
O	0.0156	0.0198	0.0535
O	0.0015	-0.0195	0.0614
O	0.0124	-0.0137	0.0442
O	-0.0255	-0.0117	0.0681
O	-0.0013	-0.0106	0.0353
O	-0.0233	0.0204	0.0625
O	-0.0127	0.0309	0.0693
O	0.0063	0.0042	0.0371
O	-0.0151	-0.0162	0.0749
O	-0.0002	-0.0304	0.0521
O	-0.0073	0.0085	0.0408
O	0.0255	-0.008	0.0544
O	0.0191	0.0181	0.0692
O	0.018	0.0092	0.0584
O	0.0051	-0.0019	0.0347
O	0.0142	0.0073	0.0728
O	-0.0028	0.0056	0.074
O	-0.0097	-0.0324	0.068
O	0.01	-0.0049	0.0298
O	-0.0169	0.0178	0.0638
O	0.0072	-0.0024	0.0333
O	-0.0068	-0.0152	0.0442
O	0.014	0.0121	0.0606
O	0.0027	-0.0066	0.0332
O	0.0224	0.0136	0.0384
O	0.0283	-0.0105	0.0793
O	-0.0009	0.0011	0.0334
O	-0.006	0.0027	0.0353
O	-0.0055	0.0323	0.0548
O	0.0052	-0.0085	0.0335
O	-0.0026	0.0155	0.0689
O	-0.0043	-0.0022	0.0903
O	0.0007	-0.0064	0.0337
O	0.0374	0.0151	0.0631
O	0.0016	0.0231	0.0463
O	-0.0184	0.0209	0.0672
O	0.0006	-0.003	0.0321
O	0.0005	0.0059	0.0352
O	-0.0109	-0.0039	0.038
O	0.0034	0.0344	0.0553
O	0.0106	0.0021	0.0367
O	-0.0053	-0.0069	0.0329
O	-0.0127	-0.028	0.0825
O	0.0083	0.0168	0.0531
O	0.019	0.0091	0.0391
O	-0.0174	0.001	0.0766
O	-0.0142	-0.018	0.0395
O	-0.0121	-0.0228	0.0471
O	0.0244	0.0188	0.0544
O	-0.012	0.0149	0.0457
O	-0.0129	0.0141	0.0425
O	-0.0128	-0.0011	0.0377
O	0.0152	0.0121	0.0717
O	0.0302	0.011	0.0567
O	-0.0286	-0.0137	0.077
O	0.0065	0.0209	0.0354
O	-0.0019	0.0095	0.0231
O	0.0192	0.0052	0.066
O	0.021	0.0214	0.0528
O	-0.0013	-0.0002	0.0332
O	0.0189	-0.0342	0.0735
O	0.0091	-0.0178	0.0357
O	0.0172	-0.0029	0.087

The program warned: the cutoff lies below the one the program advises for these potential files; the forces do not sum to zero within the program's tolerance; empty levels may hold ghost states of the PAW files; the exchange-correlation potential is rough where the density is thin.
